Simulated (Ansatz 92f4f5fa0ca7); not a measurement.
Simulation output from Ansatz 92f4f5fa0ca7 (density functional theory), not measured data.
Periodic cell of 171 atoms, Si99O72, from a study of silicon, its oxide and their interface. The atomic structure is a simulated model.

Settings: functional PBE; potential files Ansatz PAW; basis plane waves; wave-function cutoff 700 eV; density cutoff ratio 5; exchange-correlation grid ratio 2; k mesh 2 x 2 x 1, shifted by 0.5 0.5 0.5 of a step; self-consistency stop 5e-08 eV per atom in the density residual; occupations Fermi-Dirac, 0.05 eV; spin none; net charge 0.

Cell vectors (angstrom)
a  11.5983  0  0
b  0  11.5983  0
c  -1.3909  -2.8515  22.4569

Atoms: element, x, y, z (angstrom)
Si  4.5547  0.643  -0.064
Si  4.7192  3.7063  -0.49
Si  4.4567  9.1897  -0.6521
Si  8.4255  0.7441  0.0332
Si  8.5218  3.8029  -0.4852
Si  8.3689  9.3036  -0.1778
Si  12.2305  0.5975  0.1455
Si  12.3589  3.6818  -0.4825
Si  11.9665  9.2345  -0.4131
Si  6.465  0.6864  1.263
Si  6.5764  4.3295  0.8659
Si  6.3359  8.6397  0.8325
Si  10.3088  0.6954  1.3756
Si  10.4395  4.404  0.8042
Si  10.2614  8.7353  1.1392
Si  14.239  0.6343  1.2603
Si  14.3007  4.311  0.7837
Si  14.0941  8.5805  0.6783
Si  6.5107  2.6103  2.5119
Si  6.4695  6.4989  2.0263
Si  6.4125  10.352  2.5019
Si  10.3975  2.6811  2.4996
Si  10.355  6.5135  2.0852
Si  10.3009  10.4332  2.7019
Si  14.2591  2.6023  2.4668
Si  14.1994  6.472  1.9608
Si  14.1735  10.2817  2.452
Si  4.5628  2.5657  3.8565
Si  4.5151  6.4892  3.4202
Si  4.4821  10.3929  3.8445
Si  8.4549  2.577  3.8516
Si  8.4078  6.4712  3.4511
Si  8.3214  10.4217  3.9197
Si  12.3335  2.5832  3.8572
Si  12.3055  6.5119  3.4688
Si  12.3034  10.4313  3.907
Si  4.5161  0.6766  5.3513
Si  4.59  4.6242  4.9316
Si  4.45  8.3492  4.9402
Si  8.4031  0.7104  5.3647
Si  8.431  4.6117  4.9644
Si  8.4067  8.3361  4.9206
Si  12.319  0.7066  5.3883
Si  12.3108  4.6351  4.9501
Si  12.2831  8.3893  5.0076
Si  6.4636  0.6844  6.7497
Si  6.5108  4.5108  6.3271
Si  6.437  8.325  6.1705
Si  10.3523  0.7051  6.7808
Si  10.3756  4.5788  6.3147
Si  10.3158  8.434  6.3184
Si  2.6268  0.6753  6.8447
Si  2.6596  4.6223  6.2595
Si  2.5783  8.4886  6.4257
Si  6.5473  2.7939  8.035
Si  6.4638  6.4647  7.5123
Si  6.419  10.0513  7.71
Si  10.4108  2.8583  7.9657
Si  10.3447  6.5108  7.5657
Si  10.2712  10.1524  7.988
Si  2.7153  2.8944  7.8382
Si  2.5992  6.5081  7.5798
Si  2.5184  10.188  8.2294
Si  4.5799  3.3923  9.2599
Si  4.5553  6.4295  8.8316
Si  4.6612  9.4587  9.2034
Si  8.5146  3.4821  9.3079
Si  8.3785  6.567  8.7918
Si  8.2313  9.6141  9.1845
Si  12.4407  3.4362  9.1685
Si  12.2643  6.4715  8.8701
Si  12.0104  9.5027  9.5209
Si  12.3143  2.3167  12.0107
Si  12.29  6.8641  14.6856
Si  4.8161  1.527  11.8808
Si  2.9371  8.7467  14.9514
Si  7.0347  -1.1881  14.3005
Si  6.5021  10.8195  11.3688
Si  9.3958  4.7439  16.6411
Si  9.4191  3.2702  12.2304
Si  0.0485  9.6788  15.1531
Si  9.8359  1.7056  17.2279
Si  0.2652  10.819  12.3497
Si  8.1133  -3.7308  14.8731
Si  14.6935  -0.5843  13.2098
Si  8.4728  5.4826  19.9456
Si  5.7063  -3.0098  16.0572
Si  9.8456  5.7426  13.6749
Si  2.7432  1.9663  19.2264
Si  7.7832  2.4992  19.2155
Si  3.0817  2.1884  14.0688
Si  6.7145  3.5702  16.7132
Si  2.2949  4.8851  19.0891
Si  3.7254  3.4989  16.8469
Si  8.0505  7.9081  17.8259
Si  11.6915  6.4388  17.6233
Si  8.258  1.6279  14.7406
Si  0.1628  0.4476  19.0555
Si  10.6572  -2.1799  17.9378
O  10.2334  5.7206  17.6312
O  11.7483  0.8138  12.1744
O  11.3283  -1.1349  18.9966
O  8.4948  2.1553  -0.9131
O  12.5957  5.8162  18.8117
O  4.0786  -3.2732  16.0788
O  5.2004  4.015  16.3723
O  8.4143  -0.7116  -0.8232
O  4.5276  10.8427  -1.0112
O  11.0404  3.268  12.2404
O  8.6061  8.3021  -1.4684
O  12.3898  6.144  16.1591
O  8.7902  1.4399  18.4598
O  12.1764  2.0318  -0.6809
O  -0.4119  10.4979  13.8142
O  11.3299  8.5776  -1.8088
O  12.3211  5.0328  9.7472
O  4.4493  2.4877  10.6376
O  4.6137  2.0754  -0.9454
O  14.4332  0.5763  14.3662
O  5.2338  10.233  10.5343
O  4.5818  7.8469  9.7322
O  15.368  -1.9209  13.8793
O  9.7129  4.9539  15.0816
O  8.3799  5.1302  9.6594
O  1.8723  3.3456  19.4782
O  8.7432  2.8103  10.8255
O  7.8875  10.5551  10.531
O  8.3114  7.9921  9.7105
O  2.9937  3.0514  15.4457
O  6.4918  10.0507  12.8102
O  1.2228  2.5  10.4816
O  12.1961  7.8502  9.8324
O  3.815  0.2324  12.0038
O  4.5453  2.3511  13.3
O  13.8096  7.3951  14.3055
O  1.8049  10.3534  12.4993
O  9.3709  1.0679  15.7984
O  11.5193  -3.569  17.9306
O  11.2771  8.1263  14.8667
O  6.5886  2.7694  18.1301
O  11.3883  10.0831  10.976
O  13.4819  2.6973  13.0832
O  9.0736  -2.4783  18.3044
O  1.6794  9.6784  15.5024
O  8.3447  -2.132  14.5908
O  8.8928  -4.5312  13.7119
O  5.0337  4.5439  -1.8979
O  7.2616  2.6649  15.486
O  10.7984  -1.4664  16.4597
O  11.2792  1.1404  17.6573
O  9.9841  3.2866  16.9868
O  7.3726  0.3748  14.282
O  7.196  1.8536  20.5765
O  8.6805  -4.1307  16.3545
O  3.665  2.2169  17.8807
O  12.1555  10.8545  -0.8632
O  -0.4604  1.2331  20.3543
O  6.4866  -3.2128  17.5115
O  8.8937  2.3144  13.43
O  11.4852  6.0026  13.5349
O  9.141  4.8525  12.5191
O  3.1409  5.5569  20.3223
O  1.7834  0.657  19.0458
O  8.5463  3.9327  19.4235
O  4.583  5.0161  9.762
O  6.4744  -3.9909  14.9496
O  3.0903  4.7766  17.6494
O  6.2789  12.4398  11.6159
O  7.7634  4.8219  16.839
O  5.976  -1.4715  15.5269
O  8.0771  6.7006  18.9012

Results
free energy: -103890.910 eV
free energy less fixed offsets of O -569.03, Si -635.61 eV per atom: 4.640 eV
pressure: -0.38 GPa
stress xx, yy, zz, yz, xz, xy (GPa, positive in tension): -0.61, 1.33, 0.42, -0.05, 0.02, 0.29

Forces (eV/angstrom), in the order of the atoms: element, x, y, z
Si  -0.0264  -0.0072  -0.5122
Si  0.0075  -0.1471  -0.1557
Si  0.0737  0.1519  -0.31
Si  0.0187  0.0331  -0.7047
Si  -0.0009  -0.2018  -0.2531
Si  -0.044  0.221  -0.4125
Si  0.0555  0.058  -0.743
Si  0.1018  -0.3901  -0.5555
Si  -0.0996  0.343  -0.4747
Si  -0.0637  0.0498  -0.3388
Si  -0.0318  -0.0679  -0.0971
Si  0.0634  0.0803  -0.0719
Si  -0.0723  -0.0859  -0.1303
Si  -0.0064  -0.0275  0.0504
Si  -0.034  -0.0164  -0.0179
Si  0.0814  0.0652  -0.2075
Si  0.043  -0.0738  -0.1742
Si  -0.039  0.1368  -0.1015
Si  0.0184  0.1145  0.3357
Si  -0.017  -0.0015  -0.1564
Si  -0.0207  -0.1311  0.2936
Si  0.0672  0.1493  0.2838
Si  0.0182  -0.1217  -0.1517
Si  0.0335  0.0368  0.3785
Si  -0.0154  0.0667  0.2457
Si  -0.0026  -0.0624  -0.1222
Si  -0.0256  -0.1081  0.0976
Si  -0.0578  0.1026  -0.0659
Si  0.0027  -0.0191  -0.0028
Si  0.0669  -0.1207  -0.0326
Si  -0.0187  0.1073  -0.084
Si  0.0143  -0.0147  -0.0219
Si  0.0107  -0.1593  -0.0867
Si  -0.0331  0.084  -0.075
Si  0.0015  0.0077  0.0285
Si  -0.0038  -0.0674  -0.0186
Si  -0.0167  0.0136  -0.0434
Si  -0.0586  -0.089  0.0519
Si  0.0914  0.1505  0.077
Si  0.0197  0.0398  0.0488
Si  -0.0396  -0.1478  0.1125
Si  0.007  0.0749  0.1307
Si  0.022  0.0309  -0.0191
Si  -0.002  -0.1036  0.0118
Si  0.0158  0.0828  0.0436
Si  -0.0012  0.0602  0.1344
Si  0.0363  -0.167  -0.1992
Si  -0.006  -0.0723  -0.3212
Si  0.0056  -0.0592  0.1676
Si  0.0087  -0.0704  -0.3071
Si  0.002  0.1139  -0.2465
Si  -0.0437  0.0611  0.1317
Si  0.0116  0.0049  -0.3169
Si  -0.0457  0.1712  -0.0849
Si  -0.0413  0.0921  0.0068
Si  -0.1082  0.111  0.2743
Si  0.033  0.0168  0.137
Si  0.0669  0.0707  0.1096
Si  0.0019  0.001  0.2757
Si  -0.1454  -0.0379  0.124
Si  -0.0105  -0.0092  0.1258
Si  0.0674  -0.1465  0.345
Si  0.1893  -0.2583  0.1328
Si  -0.0765  0.2672  0.3151
Si  -0.0457  -0.0616  0.5862
Si  -0.0449  -0.1833  0.2827
Si  0.0628  0.2731  0.4349
Si  -0.0117  0.0565  0.6126
Si  -0.0347  -0.289  0.2735
Si  0.0627  0.2343  0.2791
Si  0.0445  -0.0236  0.5204
Si  -0.0917  -0.3075  0.1315
Si  -0.0048  0.0698  0.3961
Si  0.0214  0.0449  0.069
Si  -0.1032  0.0179  0.4625
Si  -0.032  -0.0589  0.0308
Si  0.1804  -0.0511  0.3753
Si  -0.1719  -0.1186  0.1909
Si  -0.0047  -0.0908  -0.184
Si  0.0743  0.1777  0.4497
Si  0.0335  -0.1413  0.1739
Si  -0.0217  0.0989  -0.2976
Si  0.2363  -0.0164  0.5047
Si  0.1433  -0.0012  -0.1432
Si  0.0054  0.0796  0.4643
Si  0.0665  0.1196  -0.3626
Si  -0.0659  0.0349  0.0033
Si  -0.0193  0.0237  0.2169
Si  -0.0483  -0.0026  -0.4585
Si  0.0692  -0.1076  -0.518
Si  -0.0199  -0.0694  0.251
Si  -0.1155  0.009  -0.252
Si  -0.1138  0.0029  -0.4269
Si  0.1662  0.015  -0.2631
Si  0.1445  0.2385  -0.3979
Si  0.0028  0.1792  -0.3582
Si  -0.0274  0.016  0.3066
Si  -0.0444  -0.1992  -0.4078
Si  -0.063  -0.0094  -0.1554
O  -0.0074  0.0326  0.1047
O  -0.0403  -0.0765  -0.0777
O  0.0619  0.1605  0.1755
O  -0.0631  0.2857  0.5176
O  0.0557  -0.0761  0.2368
O  0.0419  0.0154  -0.0743
O  -0.0535  -0.0225  0.129
O  -0.0058  -0.3293  0.5324
O  0.0007  -0.2902  0.4097
O  0.0247  0.0032  -0.0971
O  -0.0639  0.1068  0.1019
O  -0.0441  0.0381  0.0774
O  -0.0938  0.0354  0.2383
O  0.0863  0.3678  0.2034
O  0.005  0.0861  -0.3061
O  0.152  0.0792  0.2361
O  -0.0496  -0.3289  -0.5595
O  0.0081  0.1948  -0.2515
O  -0.0298  0.3501  0.395
O  0.0557  -0.0224  -0.2067
O  -0.1318  -0.0701  -0.1853
O  -0.0283  0.3956  -0.5017
O  -0.0557  0.085  -0.1162
O  0.0436  0.0545  -0.0861
O  0.0543  -0.4043  -0.3161
O  0.04  0.0032  0.1489
O  -0.1975  0.0305  -0.5473
O  0.2113  -0.1492  -0.1513
O  0.0783  0.2614  -0.5473
O  -0.0098  0.0141  0.0547
O  -0.024  0.1195  -0.3967
O  -0.0231  0.1206  -0.2933
O  -0.0006  0.4266  -0.354
O  -0.0146  -0.0135  -0.163
O  0.0496  -0.0974  -0.3027
O  -0.0026  0.0748  0.0657
O  -0.018  -0.0151  -0.1522
O  0.0109  0.0323  0.0609
O  -0.0093  -0.0571  0.1054
O  0.0443  0.0204  -0.0503
O  0.0832  -0.0146  0.2661
O  0.0319  -0.1238  -0.4494
O  -0.1807  -0.0137  -0.2963
O  0.0056  -0.0587  0.0703
O  -0.0112  0.0122  -0.0558
O  -0.1311  0.0063  -0.0461
O  0.0323  -0.0749  -0.0258
O  -0.0601  -0.1639  0.3245
O  -0.0486  -0.0291  0.0293
O  0.0295  -0.0341  0.0117
O  0.0677  -0.0794  0.2313
O  0.0557  -0.0203  0.0682
O  -0.067  -0.0813  -0.1414
O  -0.0941  -0.2431  0.3247
O  -0.1058  -0.0072  0.1426
O  -0.135  -0.0488  0.2815
O  0.0581  -0.3303  0.5719
O  -0.1159  0.1388  0.5638
O  0.0298  -0.0636  0.004
O  0.0514  0.049  -0.2663
O  -0.0665  0.0158  -0.0099
O  -0.028  -0.0972  -0.133
O  0.0046  0.1409  0.4544
O  0.0232  0.062  0.1261
O  0.0152  0.0577  0.1178
O  0.0011  -0.3244  -0.5526
O  0.0008  0.1234  0.1527
O  -0.0255  0.0196  0.2338
O  0.1645  0.0637  -0.1141
O  0.0101  -0.053  0.0903
O  0.0024  -0.0401  -0.0914
O  0.0668  -0.3753  0.4168

The program warned: the cutoff lies below the one the program advises for these potential files.
